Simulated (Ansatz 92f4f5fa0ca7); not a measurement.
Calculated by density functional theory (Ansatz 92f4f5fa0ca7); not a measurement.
Periodic cell of 223 atoms, Si133O90, from a study of silicon, its oxide and their interface. The atomic structure is a simulated model.
Doubt: the cutoff is far below the 930 eV that the study's wrapper takes by default for these files, so forces and energies are approximate.
This geometry differs little from another in the collection (a relaxation step or a small displacement).

Settings
functional: PBE
potential files: Ansatz PAW
basis: plane waves
wave-function cutoff: 580 eV
density cutoff ratio: 5
exchange-correlation grid ratio: 1
k mesh: 1 x 1 x 1, Gamma-centred
self-consistency stop: 5e-08 eV per atom in the density residual
occupations: fixed
spin: none
net charge: 0

Cell vectors (angstrom)
a, 10.938, 0, 0
b, 0, 10.938, 0
c, 0, 0, 32.5603

Atoms and the computed forces on them: element, x, y, z (angstrom), force x, y, z (eV/angstrom)
Si, 0.3034, -0.2318, 25.1008, -0.0033, 0.0003, -0.0062
Si, 5.2493, 0.2696, 24.972, 0.0096, -0.0089, 0.0172
Si, 3.016, 2.5397, 24.9888, -0.0051, 0.0038, 0.0119
Si, 8.015, 3.0076, 24.9826, 0.0031, -0.0051, 0.0008
Si, -0.3159, 5.6742, 25.2451, 0.0132, -0.0118, 0.0147
Si, 5.6746, 5.1975, 24.9361, -0.0055, -0.0003, -0.007
Si, 2.5362, 8.4511, 25.2329, 0.0035, -0.0077, 0.0068
Si, 8.4243, 7.8626, 25.3009, -0.0041, 0.007, 0.0064
Si, 1.4171, 1.4028, 26.3569, 0.0025, 0.0042, 0.003
Si, 6.8574, 1.3895, 26.3033, -0.0048, 0.0024, 0.0008
Si, 4.1367, 4.0851, 26.3585, 0.0005, 0.0017, 0.0052
Si, 9.5009, 4.08, 26.4922, 0.0022, 0.0026, -0.0031
Si, 1.3661, 6.8194, 26.4483, 0.002, 0.0022, -0.0018
Si, 6.7744, 6.7306, 26.4534, -0.0018, 0.0045, 0.001
Si, 4.1488, 9.6426, 26.4145, 0.0003, 0.0043, -0.0019
Si, 9.5938, 9.5827, 26.4028, -0.0005, 0.0008, 0.0031
Si, 2.7391, 0.0259, 27.7857, -0.0026, -0.0038, 0
Si, 8.1937, 0.0113, 27.7318, -0.0016, -0.0002, 0.0077
Si, 0.0148, 2.7228, 27.7584, 0.0013, -0.002, 0.0067
Si, 5.5, 2.7286, 27.7548, 0.0054, 0.0027, -0.0038
Si, 2.7562, 5.4402, 27.7555, 0.0014, -0.0023, 0.0058
Si, 8.1611, 5.4423, 27.8444, -0.001, -0.0045, 0.0044
Si, 0.0037, 8.2103, 27.8023, -0.0003, -0.0021, 0.0052
Si, 5.4698, 8.207, 27.7627, -0.0006, -0.0006, 0.0061
Si, 4.1018, 1.3673, 29.142, 0.1525, 0.1633, 0.0259
Si, 9.5708, 1.3673, 29.142, -0.0086, -0.0695, -0.2123
Si, 1.3673, 4.1018, 29.142, 0.0728, -0.0782, -0.1012
Si, 6.8362, 4.1018, 29.142, -0.2467, -0.3501, 0.5458
Si, 4.1018, 6.8362, 29.142, -0.0481, 0.014, -0.1437
Si, 9.5708, 6.8362, 29.142, -0.1254, 0.0311, 0.1416
Si, 1.3673, 9.5708, 29.142, 0.1031, 0.1077, 0.1276
Si, 6.8362, 9.5708, 29.142, 0.0895, 0.0351, -0.1832
Si, 0, 0, 30.5093, 0.0027, -0.0546, -0.0178
Si, 5.469, 0, 30.5093, -0.0257, 0.0181, -0.0142
Si, 2.7345, 2.7345, 30.5093, 0.044, 0.0152, 0.0023
Si, 8.2035, 2.7345, 30.5093, -0.0882, 0.0429, 0.003
Si, 0, 5.469, 30.5093, -0.009, 0.0348, -0.0266
Si, 5.469, 5.469, 30.5093, 0.0101, -0.0777, -0.0008
Si, 2.7345, 8.2035, 30.5093, -0.0302, 0.0178, -0.0186
Si, 8.2035, 8.2035, 30.5093, 0.0549, 0.0061, -0.0038
Si, 1.3673, 1.3673, 31.8765, -0.0018, 0.0127, -0.0209
Si, 6.8362, 1.3673, 31.8765, 0.0957, -0.0297, -0.0203
Si, 4.1018, 4.1018, 31.8765, -0.0402, 0.0692, -0.006
Si, 9.5708, 4.1018, 31.8765, -0.0006, -0.034, -0.0274
Si, 1.3673, 6.8362, 31.8765, -0.0044, -0.0234, -0.0225
Si, 6.8362, 6.8362, 31.8765, -0.0249, 0.0102, -0.0225
Si, 4.1018, 9.5708, 31.8765, 0.0271, -0.0163, -0.025
Si, 9.5708, 9.5708, 31.8765, -0.022, 0, -0.0019
Si, 2.7345, 0, 0.6835, 0.0207, -0.0571, 0.0046
Si, 8.2035, 0, 0.6835, -0.0719, 0.0069, 0.0089
Si, 0, 2.7345, 0.6835, 0.0206, 0.0195, 0.0363
Si, 5.469, 2.7345, 0.6835, -0.0039, 0.0076, 0.0105
Si, 2.7345, 5.469, 0.6835, -0.0273, 0.0307, 0.0074
Si, 8.2035, 5.469, 0.6835, 0.0172, -0.0032, 0.0068
Si, 0, 8.2035, 0.6835, 0.0163, -0.0001, 0.0225
Si, 5.469, 8.2035, 0.6835, -0.0095, 0.0224, 0.0388
Si, 4.1018, 1.3673, 2.0507, -0.0251, 0.0121, 0.0287
Si, 9.5708, 1.3673, 2.0507, -0.0299, -0.0254, 0.0065
Si, 1.3673, 4.1018, 2.0507, 0.0224, 0.01, -0.0009
Si, 6.8362, 4.1018, 2.0507, 0.0236, 0.0578, 0.0314
Si, 4.1018, 6.8362, 2.0507, -0.0302, -0.1158, -0.0409
Si, 9.5708, 6.8362, 2.0507, -0.0599, -0.0194, 0.0408
Si, 1.3673, 9.5708, 2.0507, -0.0067, 0.041, 0.0188
Si, 6.8362, 9.5708, 2.0507, 0.1373, 0.0278, -0.0396
Si, 0, 0, 3.418, 0.1893, -0.0652, 0.0152
Si, 5.469, 0, 3.418, 0.0904, 0.0141, 0.1761
Si, 2.7345, 2.7345, 3.418, -0.1559, -0.0785, -0.0209
Si, 8.2035, 2.7345, 3.418, 0.0985, -0.0668, 0.0543
Si, 0, 5.469, 3.418, 0.0761, -0.1441, 0.0882
Si, 5.469, 5.469, 3.418, -0.2888, 0.0466, -0.4834
Si, 2.7345, 8.2035, 3.418, -0.0545, -0.0072, 0.2328
Si, 8.2035, 8.2035, 3.418, 0.0076, 0.401, -0.4179
Si, 1.359, 1.3685, 4.8165, -0.0045, 0.004, 0.0053
Si, 6.866, 1.359, 4.8072, -0.0015, -0.0054, -0.0048
Si, 4.1089, 4.0947, 4.7557, -0.0026, 0.0012, -0.0021
Si, 9.5833, 4.083, 4.7964, 0.0027, -0.0027, -0.0024
Si, 1.3632, 6.8178, 4.8093, 0.0026, 0.0006, -0.0064
Si, 6.749, 6.9292, 4.6868, 0.0004, 0.001, -0.0091
Si, 4.0839, 9.5968, 4.8046, 0.0002, -0.0028, -0.008
Si, 9.5987, 9.5482, 4.7789, -0.0007, -0.002, 0.0009
Si, 2.7564, 0.0141, 6.2143, -0.0002, 0.0016, -0.0012
Si, 8.2867, 0.0163, 6.1647, -0.0007, 0.0013, 0.0025
Si, -0.0245, 2.7049, 6.2575, -0.0003, -0.0012, 0.0008
Si, 5.4877, 2.7496, 6.1329, 0.0041, -0.003, 0.0009
Si, 2.7343, 5.4275, 6.1495, 0.001, -0.001, -0.0001
Si, 8.1222, 5.5485, 5.9122, 0.0069, -0.0041, -0.0029
Si, -0.0255, 8.1453, 6.1974, -0.001, 0.0001, 0.0003
Si, 5.4511, 8.2498, 6.1707, 0.0018, 0.0007, 0.0043
Si, 3.9726, 1.622, 7.5161, 0.0071, -0.001, -0.0021
Si, 9.8406, 1.0684, 7.6573, -0.0072, 0.013, -0.0058
Si, 1.6523, 3.7962, 7.4937, -0.0103, 0.0074, -0.005
Si, 6.5938, 4.4664, 7.2875, 0.0054, -0.0074, 0.0106
Si, 4.3014, 6.6143, 7.4329, -0.0066, 0.0073, 0.0045
Si, 9.19, 6.9963, 7.388, 0.0076, -0.0066, 0.0006
Si, 1.1425, 9.7427, 7.4615, 0.0056, -0.0095, 0.0015
Si, 7.1282, 9.3761, 7.419, -0.0083, 0.0115, -0.0019
O, 9.5664, 6.8257, 24.6748, -0.0058, 0.0052, -0.0089
O, 4.1065, 1.381, 24.4647, -0.0024, 0.002, -0.008
O, 8.1755, 8.1953, 7.9137, -0.0048, 0.0042, 0.0063
O, 2.7912, 2.687, 7.9604, 0.0004, -0.0005, 0.0071
O, 6.8731, 4.1261, 24.6135, 0.0015, 0.0018, -0.0003
O, 1.3762, 9.5111, 24.7543, -0.0017, 0.0011, -0.0027
O, 5.447, 5.5091, 7.8687, -0.002, 0.0022, 0.0028
O, 0.0594, -0.0627, 7.9659, 0.0025, -0.0013, 0.0061
O, 7.4962, 4.0619, 8.6099, 0.0009, -0.0006, -0.0005
O, 6.6767, 10.1861, 8.7782, -0.0027, -0.0017, 0.0016
O, 9.461, 6.0249, 8.7065, 0.0007, -0.003, 0.0058
O, 1.6976, 9.0243, 8.8313, 0.0016, 0.0042, -0.0005
O, 4.8038, 1.1874, 8.8901, -0.0027, -0.0035, -0.0004
O, 0.9808, 4.343, 8.9023, 0.0015, -0.0001, 0.0079
O, 9.3276, 1.4591, 9.1879, 0.0001, 0.0006, 0.0041
O, 3.6261, 7.1705, 8.8299, 0.0001, 0.0046, 0.0007
O, 7.4305, 8.3673, 24.0985, 0.0007, -0.0047, 0.004
O, 8.6104, 2.5926, 23.4992, -0.0007, 0.0004, 0.0034
O, 5.0898, 5.5195, 23.4156, 0.0023, 0.0003, 0.0078
O, 2.4381, 3.3701, 23.6698, 0.0019, -0.0021, -0.0018
O, 10.895, 0.3799, 23.6101, 0.0018, -0.0003, 0.0082
O, 0.1583, 4.7239, 23.9922, -0.0039, 0.0004, 0.0015
O, 3.2202, 7.9172, 23.841, -0.0019, 0.0006, -0.0001
O, 5.964, 10.541, 23.6221, 0.0005, -0.001, -0.0054
Si, 10.6295, 4.2065, 20.5219, 0.0035, -0.0017, -0.0011
Si, 5.0116, 5.7818, 21.8004, -0.0017, 0.0008, 0.0017
Si, 5.7526, 9.8162, 18.7495, 0.0006, 0, -0.0035
Si, 11.4635, 2.9188, 12.5232, 0.0013, 0.0038, 0.0041
Si, 7.9954, -4.0032, 14.1893, 0.002, 0.0015, 0.0051
Si, 7.3767, 13.5108, 12.861, 0.0015, -0.0003, 0.0001
Si, 5.4305, 0.2204, 12.6791, 0.0024, -0.0022, -0.0005
Si, 1.4012, 4.4366, 22.9868, 0.0022, 0.0025, 0.0005
Si, 11.0445, 7.2044, 14.2073, 0.0002, 0.0007, 0.0048
Si, 4.3362, 3.699, 19.5266, 0.0003, 0.0022, -0.0035
Si, 9.3024, 2.2838, 10.5918, -0.0013, 0.0077, -0.0043
Si, 0.9824, 9.2246, 20.4806, -0.0006, 0.0003, -0.001
Si, 6.9191, 3.8207, 18.0533, 0.0013, 0.0025, -0.0004
Si, 6.694, 5.5609, 11.8864, 0.0014, 0.0038, -0.0024
Si, 8.5921, 2.4583, 21.8671, 0.0005, -0.0012, 0.0041
Si, 14.2166, 2.2573, 13.3069, -0.0014, -0.0031, 0.0049
Si, -2.4242, 4.9714, 9.5247, 0.0016, -0.0057, -0.0042
Si, 5.3673, 10.739, 9.5639, -0.0091, -0.009, -0.0067
Si, 8.2285, 6.5457, 18.3738, -0.0001, 0.0005, -0.0048
Si, 15.3644, 9.3931, 14.8514, 0.0007, 0.0001, 0.0034
Si, -0.9551, -0.0135, 22.3171, 0.0009, -0.0017, 0.0039
Si, -8.1248, 11.7493, 15.7841, -0.0021, -0.0024, 0.0039
Si, 2.6395, 10.4113, 18.1991, 0.0023, 0.0009, -0.0048
Si, 3.8128, 4.8985, 11.9042, 0.0002, 0.0006, -0.0033
Si, 12.3863, 4.8335, 10.3732, -0.0011, -0.0004, -0.0077
Si, 6.7731, 7.7538, 20.5601, 0.0014, 0.0025, -0.0024
Si, 7.1909, 9.5989, 23.0807, -0.0009, 0.0055, -0.0008
Si, 1.4488, 4.2291, 18.1934, 0.0018, -0.0003, -0.0016
Si, 0.0741, -4.2739, 18.9732, 0.0002, 0.0026, -0.0034
Si, 1.9971, 7.1649, 11.8247, 0.0012, 0.0041, -0.0039
Si, 0.2583, 4.2554, 15.3983, 0.0001, 0.0002, 0.0028
Si, 3.0745, 8.5344, 9.5435, 0.0109, 0.0062, -0.0107
Si, 2.7227, 7.3461, 22.4021, 0.0013, -0.0003, 0.006
Si, 6.3741, 1.6446, 19.9563, 0.0007, -0.0012, -0.0027
Si, 6.6881, 8.3269, 16.4211, 0.002, -0.0012, 0.0009
Si, 1.685, 9.2898, 15.5631, 0.0003, 0.0018, 0.0018
Si, 8.2444, 3.9936, 15.3782, 0.0022, 0.0014, 0.0031
O, 7.2342, 2.404, 18.7941, 0.0012, 0.0006, 0.0027
O, 6.4254, 1.3386, 13.3473, 0.0004, 0.0001, -0.0031
O, 4.8162, 2.1692, 19.9024, 0.0003, -0.0001, 0.0039
O, 4.4341, 4.5167, 20.9485, 0.0009, 0.0002, 0.0027
O, 2.9391, 8.7328, 14.633, -0.0003, -0.0015, -0.0005
O, 0.8291, 3.7776, 21.6204, -0.0032, -0.0009, -0.0033
O, 2.8619, 8.3745, 11.1549, -0.0017, -0.0016, 0.0062
O, 1.9138, 2.1239, 12.4666, 0.0025, 0.0007, 0.0001
O, 7.6915, -2.6936, 15.1297, 0.0012, 0.0002, -0.0015
O, 1.5386, 10.8881, 15.1667, 0.0009, 0.0011, 0.0002
O, 4.2153, 10.18, 18.454, 0.001, 0.0004, 0.0033
O, 6.4137, 0.0448, 19.6831, -0.0004, -0.0015, 0.0031
O, 5.1613, 5.6207, 11.3809, 0.0014, -0.0007, 0.003
O, 9.5165, 7.1321, 13.6845, -0.0002, -0.0006, 0
O, 5.3289, 9.7498, 13.5198, 0.0009, 0.0012, 0.0002
O, 6.9752, 6.7911, 12.9262, 0.0006, 0.0004, 0.0004
O, 2.9326, 6.0789, 12.6189, 0.0013, -0.0011, 0.001
O, 9.1523, 3.7703, 21.0709, 0.0007, 0.0013, 0.0012
O, 2.526, 11.8716, 17.4061, 0.0008, 0.002, 0.0035
O, 7.0799, 2.0343, 21.3887, 0.0011, 0.001, 0.0028
O, 11.3685, 8.1781, 19.3798, -0.0007, -0.0008, 0.0038
O, 1.8514, 8.4468, 21.6112, -0.0017, 0.0037, 0.0007
O, 9.779, 6.7098, 17.8835, 0.0014, -0.0001, 0.0028
O, 7.948, 1.9959, 11.4418, -0.0003, 0.003, 0.0065
O, 12.2458, 3.8515, 16.6001, 0.0003, 0.0004, 0.0017
O, 2.0164, 5.9022, 22.6477, 0.0021, 0.001, 0.0007
O, 10.5706, 5.8357, 20.3264, 0.0006, 0.002, 0.0037
O, 1.294, 6.4534, 10.512, 0.0007, -0.0012, 0.0041
O, 4.0342, -7.2691, 12.9651, 0.0006, -0.0004, 0.0017
O, 11.2984, 8.3949, 15.3062, 0.0011, -0.0005, -0.0006
O, 7.1183, 3.5448, 16.4616, 0.0007, 0.0007, 0.0019
O, 11.8464, 7.6804, 12.8794, 0.0006, 0.0003, -0.0002
O, 4.1809, 10.8315, 15.6173, 0.0007, 0.0006, -0.0001
O, 11.142, 3.5883, 19.0791, 0.0006, 0.0003, 0.0014
O, 1.3468, 5.8746, 18.3098, 0.0006, -0.0001, 0.0019
O, -0.4844, 1.938, 11.7023, 0.0003, -0.0012, 0.0009
O, 9.719, 4.0691, 16.063, 0.0008, 0.0003, -0.0006
O, -3.2479, -5.12, 10.6346, 0.0013, -0.0017, 0.0047
O, 8.1462, 7.4693, 19.7258, 0.0035, -0.0003, 0.0038
O, 0.2735, 3.2657, 14.0962, 0.0014, 0.0014, 0.0011
O, 4.1835, 9.6749, 9.3263, 0.0041, -0.0026, 0.0019
O, 5.7936, -0.0628, 11.1215, -0.0006, 0.0011, 0.007
O, 8.5773, 10.4195, 22.9596, 0.0013, 0.0002, 0.0035
O, -7.9239, 15.3117, 10.5747, 0.0021, 0.0006, 0.0036
O, 9.6667, 1.3076, 21.4378, 0.0001, 0.0036, 0.001
O, 4.0415, 7.0613, 21.5136, 0.0029, -0.0007, 0.0028
O, 3.9812, 0.9177, 12.7496, 0.0033, 0.0023, -0.0011
O, 8.3268, 2.9036, 14.1538, -0.001, -0.0003, -0.0016
O, 1.8371, 10.3423, 19.6273, 0.0009, 0.0014, 0.0039
O, 7.85, 5.51, 14.9543, 0.0012, -0.0008, -0.0005
O, 6.8825, 8.9248, 21.659, -0.0005, -0.0039, -0.0005
O, 7.942, -5.9767, 18.6084, 0.0007, -0.0009, 0.0023
O, 5.6921, 8.3665, 19.5015, -0.0008, 0.001, 0.0034
O, 9.4395, 3.8699, 10.2556, -0.0062, 0.0004, -0.0033
O, 7.089, 7.025, 17.3121, 0.0005, 0.0007, 0.0026
O, 2.0605, 9.2592, 17.1685, 0.0004, 0.0001, 0.0025
O, 6.8073, 4.0615, 12.5173, 0.0003, -0.0052, 0.0023
O, 0.5509, 5.779, 14.8711, 0.0008, 0.0003, -0.0007
O, 0.6309, 4.3087, 11.6869, -0.0008, -0.003, 0.0025
O, 5.3854, 4.2824, 18.4066, 0.0004, -0.0003, 0.0028
O, 10.6815, 9.882, 21.2978, 0.0039, -0.0008, 0.0006
O, 2.8577, 3.7422, 18.8577, -0.0004, 0.0003, 0.0028
O, -5.7496, 8.2868, 15.7783, 0.0001, -0.0002, 0.0004
O, 13.9928, 2.1823, 14.9392, 0.0017, 0.0033, -0.0026
O, 6.4362, 6.2884, 21.2007, 0.0017, 0.0019, 0.003
O, 6.6999, 9.6506, 17.3978, 0.0005, 0.0011, 0.0035

Results
free energy: -135735.976 eV
free energy less fixed offsets of O -568.88, Si -635.61 eV per atom: -0.646 eV

The program warned: the cutoff lies below the one the program advises for these potential files; the forces do not sum to zero within the program's tolerance; the exchange-correlation potential is rough where the density is thin.
